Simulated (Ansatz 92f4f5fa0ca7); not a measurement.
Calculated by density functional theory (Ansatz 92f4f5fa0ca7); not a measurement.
Periodic cell of 259 atoms, Si144O115, from a study of silicon, its oxide and their interface. The atomic structure is a simulated model.
This geometry differs little from another in the collection (a relaxation step or a small displacement).

Settings: functional r2SCAN; potential files Ansatz PAW; basis plane waves; wave-function cutoff 800 eV; density cutoff ratio 5; exchange-correlation grid ratio 1; k mesh 1 x 1 x 1, shifted by 0.5 0.5 0 of a step; self-consistency stop 1e-10 eV per atom in the density residual; occupations fixed; spin none; net charge 0.

Cell vectors (angstrom)
a 10.88 0 0
b 0 10.88 0
c -1.4169 -0.3912 36.8586

Atoms: element, x, y, z (angstrom)
Si 7.7695 14.0638 -9.9747
Si 6.8837 16.0157 -4.7799
Si -1.9915 7.3597 -4.7419
Si -0.8381 11.1831 18.435
Si -2.5299 10.7984 -1.9906
Si 4.2022 9.8983 -5.1742
Si 7.0241 14.9021 -2.0469
Si -0.8057 15.2218 -8.0794
Si 3.0445 11.1647 0.0134
Si 5.2891 13.3487 0.084
Si 2.6404 5.3127 0.1033
Si 5.9176 8.5453 0.2003
Si -3.2531 10.2656 0.148
Si 10.9942 14.3849 -0.3854
Si 8.2361 16.6433 0.2368
Si -0.3122 7.8177 0.1273
Si 1.3943 12.1789 1.2998
Si 4.0978 14.9156 1.3994
Si 1.3751 6.7984 1.4047
Si 4.1413 9.5514 1.3363
Si 6.8122 12.1244 1.3666
Si 9.5301 15.0591 1.3409
Si 6.782 17.784 1.5932
Si -1.4294 9.4514 1.399
Si -0.0104 10.8652 2.6635
Si 2.6717 13.5982 2.7337
Si 0.0124 5.4537 2.7868
Si 2.749 8.1892 2.6861
Si 5.4265 10.8866 2.8026
Si 8.2245 13.551 2.6239
Si 5.4072 16.3074 2.7634
Si 8.191 8.1817 2.9226
Si 1.3671 9.526 4.0346
Si 4.0433 12.2477 4.0932
Si 1.3542 4.0796 4.1294
Si 4.0601 6.812 4.1023
Si 6.787 9.5522 4.1919
Si -1.3392 12.2315 4.0627
Si 6.8381 14.9176 4.0095
Si -1.3277 17.663 4.171
Si 2.7055 10.8727 5.4219
Si 5.4557 13.6011 5.3972
Si 2.7107 5.457 5.4776
Si 5.426 8.1493 5.493
Si -2.7016 10.9164 5.4881
Si -0.0046 13.5845 5.4654
Si -2.7309 16.2767 5.4241
Si 0.0419 8.1749 5.4392
Si 1.3717 12.2121 6.8003
Si 4.1151 14.9529 6.7752
Si 1.3549 6.8314 6.8317
Si 4.0492 9.538 6.8089
Si 6.7896 12.2801 6.8124
Si -1.3782 14.9649 6.8034
Si 6.8071 6.7521 6.7987
Si -1.323 9.5083 6.7933
Si 0.0404 10.8379 8.1627
Si 2.7516 13.5849 8.1228
Si -0.039 5.4753 8.157
Si 2.6981 8.1994 8.1871
Si 5.4231 10.9019 8.1468
Si 8.1395 13.6434 8.173
Si 5.4465 16.2898 8.1713
Si 8.2068 8.1065 8.1185
Si 1.3536 9.5104 9.6243
Si 4.0763 12.2511 9.5577
Si 1.3645 14.9722 9.4034
Si 4.0638 6.8017 9.4534
Si 6.8196 9.4782 9.38
Si -1.3433 12.233 9.4035
Si 6.8052 14.9846 9.5969
Si -1.3638 6.8051 9.608
Si 2.7255 10.901 10.9614
Si 5.4309 13.6157 10.9373
Si 2.6507 16.3592 10.7701
Si 5.4839 8.132 10.7396
Si -2.7012 10.8473 10.6776
Si 0.0228 13.5919 10.714
Si 8.1443 16.3467 11.0113
Si -0.017 8.1565 11.0303
Si 1.3281 12.3475 12.2326
Si 3.2137 7.7191 13.3747
Si 1.3435 6.709 12.3539
Si 4.1775 9.46 12.1433
Si -4.0135 12.1358 12.0991
Si 7.4788 12.1758 17.0561
Si 6.7546 6.9058 12.3232
Si -1.4292 9.6336 12.2335
Si 4.0265 15.0859 12.1587
Si -2.2937 13.0532 13.3694
Si 5.5647 9.3883 -10.4096
Si 4.401 15.313 18.1115
Si 3.4923 10.7468 21.3635
Si -1.3146 14.8451 12.169
Si 7.0806 7.6461 18.0222
Si -0.4539 11.4197 13.4617
Si 6.8614 14.0042 19.4356
Si 7.3494 13.6569 15.2926
Si 0.4193 4.7987 13.5196
Si -1.875 13.7999 -2.6109
Si 0.3992 9.8655 16.0132
Si 4.1934 5.7858 23.2126
Si 4.2462 13.4027 15.7738
Si 5.3156 10.6373 15.6047
Si -2.4323 8.7331 -11.5521
Si 1.8328 10.6708 -9.9619
Si 4.8754 16.8767 13.4478
Si 0.1997 6.7802 20.5437
Si 4.1517 7.2315 -1.8972
Si 7.2315 9.9095 -4.5535
Si 3.9563 6.8653 -9.5626
Si 2.0386 8.0045 -11.6991
Si -2.182 8.1693 15.5631
Si 3.091 11.6822 -7.5644
Si -1.9035 16.1893 18.8927
Si 2.9613 8.6373 23.7306
Si 3.2043 8.4039 15.6023
Si 6.1277 12.2867 21.9932
Si -2.2759 6.0652 -12.9889
Si -1.8528 13.9061 -12.533
Si -0.3163 7.2274 -7.3894
Si -1.1403 9.4453 20.6761
Si -3.2058 8.7505 13.5064
Si 3.2245 6.0233 20.3343
Si 2.724 13.484 -10.9766
Si 2.3099 14.1451 13.4256
Si 0.5638 11.8308 20.9487
Si 2.5307 9.7099 -2.6159
Si -0.9274 5.9799 23.2135
Si -1.5672 16.0322 15.8676
Si -0.7987 9.8332 -9.0886
Si 5.188 15.3631 -11.03
Si -0.3915 13.7032 23.3055
Si -0.1798 8.7895 -2.7549
Si 5.9504 10.4047 13.3833
Si 4.4256 6.8179 -5.0055
Si 5.1678 8.5528 20.2083
Si -2.6199 11.3152 -6.9269
Si 4.7098 6.1283 16.5758
Si 1.38 14.2104 -8.2558
Si 2.4203 6.0297 -6.9724
Si -2.0846 14.0918 -5.7286
Si 5.8672 11.9342 -8.5393
Si 7.1889 9.3799 22.3001
O -2.0065 12.7804 -6.6713
O -1.4919 6.7767 -0.33
O 4.1637 12.2786 -0.4195
O 3.6196 10.1904 -3.6974
O 1.4788 15.2542 -0.5727
O -1.9949 12.3128 -1.994
O -0.5823 14.436 -1.8539
O 7.2938 14.7365 -5.7053
O 2.8648 7.0019 -10.7467
O 0.5154 12.8802 0.0795
O -1.2277 16.0139 17.4372
O 2.9724 13.8836 14.9149
O -1.3577 9.2745 -10.4928
O 5.496 7.8733 -1.2531
O 4.5575 9.2519 15.9595
O -2.2773 9.5142 -12.9664
O -1.3161 9.8857 -2.5252
O -0.2078 15.6736 15.0619
O 0.303 8.2591 -1.3107
O 0.1435 11.079 14.9689
O 5.6981 13.8159 15.1103
O 4.0483 13.9623 17.284
O -2.5093 10.5246 -5.5289
O 4.3325 7.1764 20.0501
O 5.7308 15.0647 19.0084
O -1.8381 11.8985 17.3936
O 7.3911 16.1379 -1.0628
O 4.5733 11.8584 21.8478
O 4.9328 8.1503 -9.5932
O 7.9256 6.5495 18.877
O 5.0151 5.6336 15.0543
O -2.6174 14.8173 19.387
O 7.6362 8.35 -4.4421
O -2.2864 8.9044 21.6624
O -0.6517 8.7085 15.618
O -1.4648 7.4717 -6.2701
O 4.4219 12.4844 -8.0617
O 8.0716 8.4719 17.0407
O -2.0772 6.5767 15.3412
O 1.8919 9.2724 15.9422
O 1.8979 14.2281 -9.8014
O -1.8365 13.0605 23.7134
O -0.3036 8.2232 20.0447
O 8.0122 15.0917 15.679
O 5.78 10.17 -5.166
O 2.8697 8.4844 -13.0023
O 7.0304 9.0008 -10.8818
O 6.2827 15.4634 -3.3814
O 5.0367 16.0997 -12.4728
O -2.5892 5.8867 -4.465
O 5.9672 13.9452 -1.2741
O 6.2712 8.6258 19.0251
O 0.769 7.156 -12.2429
O -1.7447 10.2334 19.3935
O 6.7561 15.0459 -10.7803
O -1.0837 15.1235 -6.4671
O -1.8546 15.5135 -12.3922
O -1.8927 10.5709 -8.1574
O 0.1565 13.0547 21.9251
O -0.1644 10.471 21.4719
O -0.023 6.7064 22.123
O -0.1854 8.5737 -8.2766
O 3.9302 7.3545 23.5309
O 6.6952 11.4306 -7.2653
O 6.3796 13.0037 23.414
O 5.9613 8.5622 21.6286
O 4.0992 8.3169 -5.5457
O 4.7108 9.752 -11.7273
O 4.4599 6.7916 -3.4038
O 3.1078 9.7142 22.551
O 2.1645 11.5518 20.9073
O 0.2148 10.363 17.534
O 5.8319 6.1414 -5.49
O 2.5263 11.8853 -10.7784
O 2.7194 10.4943 -8.6169
O 3.0027 8.3463 -1.9043
O 6.0399 6.903 17.0559
O 2.1184 13.8133 -12.4191
O 1.0948 6.9049 -6.6727
O 1.7636 6.6739 20.229
O 1.7117 9.3274 -10.8398
O 1.8834 12.7947 -7.55
O 6.8158 12.7576 18.4146
O -1.607 13.7589 -4.2191
O -0.5286 15.3011 23.2065
O -2.1385 14.797 -8.9164
O -2.3337 7.1379 -11.7863
O 3.2802 15.74 19.2096
O 7.0386 10.951 21.9385
O -0.6343 5.9521 -8.3538
O -2.5049 6.114 22.858
O 5.6059 10.7015 -9.5179
O 5.7914 5.581 23.0749
O 4.2659 14.0169 -10.9806
O 6.588 13.3703 20.8895
O 2.3491 10.7631 -1.4107
O 6.5986 10.8726 16.6004
O -2.1297 13.3244 -11.0451
O 3.5894 5.9785 -1.0513
O 6.7869 13.0363 -9.2419
O -0.6713 5.6026 19.8806
O 4.7486 5.4913 -9.8479
O 4.1689 9.843 20.1813
O 0.3143 10.9563 -9.4632
O 7.1837 10.629 -3.1083
O 3.2454 5.8998 -5.5966
O 3.28 6.7884 -8.1124
O 2.114 15.4051 -7.4455
O 4.207 11.7948 15.8589
O 0.0115 12.1456 19.4421
O -0.764 7.6422 -3.7277
O 1.1371 9.4672 -3.4051
O 3.4216 10.8976 -6.1854
O 3.3783 7.0892 16.5628
O 3.4833 16.2821 21.8105

Results
free energy: -157703.783 eV
free energy less fixed offsets of O -570.45, Si -639.56 eV per atom: -5.393 eV

Forces (eV/angstrom), in the order of the atoms: element, x, y, z
Si -0.0067 0.0012 -0.0363
Si 0.008 0.002 -0.0564
Si 0.0029 -0.0046 -0.0696
Si -0.0005 0.001 0.0876
Si -0.0006 0.0036 -0.0609
Si -0.0014 0.0148 -0.0672
Si 0.0004 0.0059 -0.063
Si 0.001 -0.0006 -0.0394
Si -0.0064 -0.0062 -0.0355
Si 0.0083 0.0052 -0.0397
Si 0.0018 0.0048 -0.0286
Si -0.0108 -0.007 -0.0197
Si -0.0005 0.0014 -0.002
Si -0.0124 0.0047 -0.0445
Si -0.0065 -0.0074 -0.0283
Si 0.0069 0.0036 -0.0336
Si -0.0108 0.011 -0.0118
Si 0 -0.0022 -0.0012
Si 0.0012 0.0026 0.0001
Si 0.004 -0.0022 0.0004
Si 0.0039 0.0005 0.0025
Si 0.0016 0.0008 0
Si -0.0004 0.0047 -0.0048
Si -0.0054 -0.0001 -0.0007
Si 0.0011 0.0029 -0.0037
Si -0.0008 0.0058 -0.003
Si 0.0012 -0.0016 0.0001
Si -0.0003 -0.0021 0.0015
Si 0.0002 -0.0002 0.0026
Si 0.0005 0.0006 -0.0014
Si -0.0018 -0.0002 -0.0013
Si 0.0002 -0.0025 -0.0028
Si 0.0014 0.0012 0.0047
Si 0.0018 -0.0022 -0.0005
Si -0.0001 0.0017 0.0019
Si -0.0002 -0.0002 -0.0017
Si 0.0009 0.0008 -0.0011
Si 0.0022 -0.0021 -0.0007
Si 0.0008 0.001 -0.0011
Si -0.0002 -0.0014 0.0012
Si -0.0019 0.0012 -0.0008
Si -0.0016 0.0036 0.0008
Si 0.0006 0.0006 0.0012
Si -0.0006 -0.0016 0.0016
Si -0.0008 0.001 0.0018
Si 0.0003 -0.0011 0.0016
Si -0.0002 -0.001 -0.0005
Si 0.0024 0.0004 -0.0015
Si 0.0025 -0.0022 0.0003
Si 0.001 -0.0024 0.0009
Si -0.0011 0.0019 0.0001
Si -0.0041 0.0003 -0.0018
Si 0.0001 0.0033 0.0002
Si -0.0017 0.0028 0.0004
Si 0.0003 -0.0016 -0.0008
Si 0.0024 -0.0005 -0.0002
Si 0.0005 -0.003 -0.001
Si -0.0006 -0.0022 -0.0013
Si -0.0014 -0.0004 -0.0006
Si 0.0006 0.0037 0.0007
Si -0.0015 0.001 0.0035
Si -0.0015 -0.0014 -0.0011
Si 0.0025 0.0011 0.0017
Si 0.0009 -0.0035 0.0005
Si -0.0004 0.0007 0.0025
Si 0.0018 0.0003 0.0011
Si -0.0012 0.0004 -0.0026
Si -0.0049 0.0012 0.0019
Si -0.0028 0.0003 -0.0016
Si 0.0014 0.0039 -0.0016
Si 0.0012 -0.0008 -0.001
Si -0.0007 0.001 -0.0002
Si 0.0018 0.0004 0.0029
Si 0.0002 -0.0049 0.0002
Si -0.0023 -0.0001 0.0029
Si 0.0035 0.0002 0.0072
Si -0.0006 0.0042 0.0054
Si -0.0008 0.0016 0.0017
Si 0.0026 0.0008 -0.0005
Si -0.0021 0.0004 -0.0012
Si 0.0029 -0.0031 0.0008
Si -0.0036 0.0001 0.0008
Si 0.0053 -0.0009 0.0005
Si 0.0042 0.0003 -0.0032
Si -0.0011 -0.0036 -0.0052
Si 0.0134 -0.002 0.0815
Si -0.0012 0.0066 -0.0019
Si -0.0059 -0.0031 -0.0019
Si 0.0016 0.0009 0.0034
Si 0.0102 0.0042 -0.0001
Si 0.0044 -0.005 -0.0248
Si -0.0104 0.0102 0.067
Si -0.0038 -0.002 0.0386
Si -0.0031 -0.0024 -0.0072
Si -0.0202 -0.0054 0.0765
Si 0.0037 -0.0019 0.0274
Si -0.0006 0.0051 0.0732
Si -0.0246 0.0127 0.032
Si -0.0027 0.0062 0.018
Si -0.0068 0.0049 -0.0674
Si -0.0043 -0.0046 0.0693
Si 0.0087 0.0046 0.0228
Si 0.0037 0.0138 0.0729
Si 0.0071 0.0042 0.0689
Si -0.008 -0.0064 -0.0064
Si 0.0018 -0.0022 -0.0249
Si 0.0038 -0.0083 0.0233
Si 0.0073 0.0121 0.0387
Si -0.0019 0.001 -0.0742
Si 0.0022 -0.0012 -0.0714
Si 0.0065 -0.0015 -0.0439
Si -0.0003 0.0006 -0.0072
Si 0.013 -0.0012 0.0671
Si -0.0018 0.0073 -0.057
Si 0.0026 0.0027 0.0807
Si -0.0013 -0.0027 0.0115
Si -0.0017 -0.005 0.0715
Si -0.004 -0.0136 0.0399
Si 0.0019 -0.0017 0.0048
Si 0.0047 0.0114 0.0006
Si 0.014 -0.0022 -0.0529
Si 0.0049 -0.0123 0.0533
Si 0.0037 -0.0024 -0.0006
Si -0.0055 0.0156 0.0551
Si 0.0035 -0.0028 -0.0265
Si 0.0054 -0.0061 0.0189
Si 0.0112 0.002 0.0562
Si 0.0128 0.0016 -0.0678
Si -0.0088 -0.0074 0.0146
Si -0.004 0.0086 0.0759
Si 0.0068 0.0026 -0.0432
Si 0 -0.0034 -0.0122
Si 0.0009 0.0011 0.021
Si -0.0069 -0.0105 -0.0657
Si -0.001 0.0019 -0.0009
Si -0.0176 -0.0078 -0.1003
Si -0.0188 0.0065 0.0611
Si -0.0043 0.0009 -0.0636
Si 0.0252 0.0054 0.0655
Si -0.0052 -0.0026 -0.0325
Si -0.0066 -0.0057 -0.0605
Si 0.012 0.0053 -0.0828
Si -0.0027 0.0004 -0.0448
Si -0.0008 0.0062 0.0246
O -0.0014 0.0087 0.0346
O -0.0025 0.0024 0.0229
O 0.0021 0.0031 0.0123
O -0.0212 -0.0021 0.0518
O 0.0045 0.0057 0.0167
O -0.0058 -0.0182 0.0228
O 0.0198 0.0049 0.047
O -0.004 0.01 0.0346
O 0.0054 -0.0036 0.0116
O 0.011 -0.0129 0.0158
O 0.0042 -0.0036 -0.0705
O -0.0195 0.0087 -0.0346
O 0.0045 0.0046 0.0164
O 0.0148 0.0111 0.0303
O 0.0033 0.0036 -0.0302
O 0 0.0039 -0.0097
O -0.0067 0.005 0.0311
O 0.019 -0.009 -0.0325
O -0.003 -0.0095 0.0493
O -0.0066 0.0179 -0.0399
O 0.0039 -0.0006 -0.0212
O 0.0034 -0.0295 -0.0466
O -0.009 -0.0124 0.0433
O 0.005 -0.0021 -0.0177
O -0.0042 -0.0026 -0.0271
O -0.0262 0.0104 -0.0477
O 0.0081 0.0137 0.0368
O 0.0006 0.0015 -0.0151
O -0.0022 -0.0036 0.0084
O -0.0047 0.009 -0.0339
O 0.0002 -0.0009 -0.0485
O -0.0005 0.0013 -0.0209
O -0.0004 0.0007 0.0235
O 0.0072 0.0005 -0.0203
O -0.0137 -0.0032 -0.0254
O -0.0192 0.0007 0.0498
O -0.0019 -0.0048 0.0156
O 0.0109 0.0041 -0.0574
O -0.0046 0.004 -0.0226
O 0.0101 -0.0084 -0.0259
O -0.0026 0.0001 0.0229
O 0.0008 -0.0004 -0.0052
O -0.0014 -0.0018 -0.016
O -0.0049 -0.0148 -0.0307
O 0.0066 -0.0045 0.0259
O 0.0001 0.0022 -0.0032
O 0.0007 0.0014 0.0026
O 0.0053 -0.0141 0.0496
O 0.0008 -0.0009 -0.0028
O -0.0045 -0.0037 0.024
O -0.0181 -0.0175 0.0407
O 0.019 -0.0135 -0.0471
O 0.0014 0 -0.0059
O -0.0025 0.014 -0.0403
O 0.0049 -0.0036 0.0106
O -0.0218 -0.0104 0.0423
O -0.0031 -0.0015 -0.003
O -0.0116 0.0111 0.0297
O 0.0039 -0.0067 -0.0214
O -0.006 -0.0005 -0.0225
O 0.0024 -0.0062 -0.0322
O -0.0022 -0.0143 0.0224
O -0.0035 0.0007 -0.0047
O 0.0146 -0.004 0.0277
O -0.005 -0.0058 -0.015
O -0.0067 -0.0048 -0.0243
O 0.004 -0.0003 0.0237
O -0.0005 0.0008 0.0008
O -0.0069 0.0058 0.0492
O 0.004 0.0115 -0.0183
O -0.0053 0.0018 -0.0168
O 0.0119 -0.0147 -0.0571
O 0.0072 -0.0006 0.011
O -0.0039 -0.0009 0.0129
O 0.0052 0.007 0.0229
O 0.0036 -0.0053 0.0195
O -0.0186 -0.0052 -0.0279
O -0.0013 0.0018 0.0056
O 0.0006 0.0028 0.0189
O 0.0021 -0.001 -0.0163
O -0.0029 0.0048 0.0115
O 0.0101 -0.01 0.0185
O 0.0134 -0.0063 -0.0668
O -0.0062 0.0003 0.0644
O 0.0009 -0.0022 -0.0005
O 0.0136 0.0038 0.0232
O 0.004 0.006 0.0005
O 0.0226 -0.0155 -0.0515
O -0.002 0.0018 -0.0125
O -0.0037 0.0023 0.0191
O 0.0012 0.0023 -0.0078
O 0.0045 0.0104 0.0192
O -0.0042 0.0029 -0.008
O -0.002 -0.001 0.0034
O 0.0083 0.0183 -0.0479
O 0.0124 0.0175 0.048
O -0.0268 -0.0101 -0.042
O -0.0019 0 0.0093
O -0.0113 -0.0161 0.0282
O -0.0015 -0.0104 0.0173
O -0.0172 -0.0091 -0.0302
O -0.004 0.0065 0.0107
O 0.0063 -0.0092 -0.0237
O -0.0061 -0.0035 0.013
O 0.0142 0.0094 0.0586
O 0.0218 0.0096 0.0383
O -0.0127 -0.0046 0.032
O 0.0065 0.0106 0.0184
O 0.0018 0.0059 -0.0233
O -0.0152 -0.0042 -0.0473
O 0.0173 0.0191 0.0386
O -0.0008 0.0012 0.0281
O 0.014 -0.0225 0.0484
O -0.0088 0.0162 -0.0472
O -0.0023 -0.003 -0.0279

The program warned: the cutoff lies below the one the program advises for these potential files; the forces do not sum to zero within the program's tolerance; empty levels may hold ghost states of the PAW files; the exchange-correlation potential is rough where the density is thin.
